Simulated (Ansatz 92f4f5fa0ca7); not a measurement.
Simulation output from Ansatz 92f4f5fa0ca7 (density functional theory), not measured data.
Periodic cell of 220 atoms, Si132O88, from a study of silicon, its oxide and their interface. The atomic structure is a simulated model.
Doubt: the cutoff is far below the 930 eV that the study's wrapper takes by default for these files, so forces and energies are approximate.
This geometry differs little from another in the collection (a relaxation step or a small displacement).

Settings
functional: PBE
potential files: Ansatz PAW
basis: plane waves
wave-function cutoff: 580 eV
density cutoff ratio: 5
exchange-correlation grid ratio: 1
k mesh: 1 x 1 x 1, Gamma-centred
self-consistency stop: 5e-08 eV per atom in the density residual
occupations: fixed
spin: none
net charge: 0

Cell vectors (angstrom)
a 10.938 0 0
b 0 10.938 0
c 0 0 32.809

Atoms: element, x, y, z (angstrom)
Si -0.2366 0.3553 25.2951
Si 5.7683 -0.1428 25.3289
Si 2.5337 3.0946 25.3534
Si 8.4763 2.6098 25.2425
Si 0.3007 5.3175 25.3357
Si 5.2032 5.8069 25.425
Si 3.0018 8.0473 25.3584
Si 7.9861 8.5585 25.3637
Si 1.3692 1.4616 26.6226
Si 6.9015 1.4509 26.6275
Si 4.0838 4.1999 26.7253
Si 9.6166 4.1557 26.6172
Si 1.4088 6.8975 26.6783
Si 6.8464 6.9355 26.664
Si 4.1546 9.6425 26.6426
Si 9.5789 9.6931 26.6575
Si 2.717 0.0322 27.9854
Si 8.188 0.048 28.0489
Si -0.0145 2.7624 28.0339
Si 5.4642 2.7564 28.0034
Si 2.7037 5.51 28.0844
Si 8.1975 5.4903 27.9881
Si -0.0219 8.2429 28.0003
Si 5.4547 8.24 28.0513
Si 4.1018 1.3673 29.3907
Si 9.5708 1.3673 29.3907
Si 1.3673 4.1018 29.3907
Si 6.8362 4.1018 29.3907
Si 4.1018 6.8362 29.3907
Si 9.5708 6.8362 29.3907
Si 1.3673 9.5708 29.3907
Si 6.8362 9.5708 29.3907
Si 0 0 30.758
Si 5.469 0 30.758
Si 2.7345 2.7345 30.758
Si 8.2035 2.7345 30.758
Si 0 5.469 30.758
Si 5.469 5.469 30.758
Si 2.7345 8.2035 30.758
Si 8.2035 8.2035 30.758
Si 1.3673 1.3673 32.1252
Si 6.8362 1.3673 32.1252
Si 4.1018 4.1018 32.1252
Si 9.5708 4.1018 32.1252
Si 1.3673 6.8362 32.1252
Si 6.8362 6.8362 32.1252
Si 4.1018 9.5708 32.1252
Si 9.5708 9.5708 32.1252
Si 2.7345 0 0.6835
Si 8.2035 0 0.6835
Si 0 2.7345 0.6835
Si 5.469 2.7345 0.6835
Si 2.7345 5.469 0.6835
Si 8.2035 5.469 0.6835
Si 0 8.2035 0.6835
Si 5.469 8.2035 0.6835
Si 4.1018 1.3673 2.0507
Si 9.5708 1.3673 2.0507
Si 1.3673 4.1018 2.0507
Si 6.8362 4.1018 2.0507
Si 4.1018 6.8362 2.0507
Si 9.5708 6.8362 2.0507
Si 1.3673 9.5708 2.0507
Si 6.8362 9.5708 2.0507
Si 0 0 3.418
Si 5.469 0 3.418
Si 2.7345 2.7345 3.418
Si 8.2035 2.7345 3.418
Si 0 5.469 3.418
Si 5.469 5.469 3.418
Si 2.7345 8.2035 3.418
Si 8.2035 8.2035 3.418
Si 1.3728 1.3452 4.7968
Si 6.7899 1.3751 4.8313
Si 4.1139 4.0186 4.8574
Si 9.5715 4.0719 4.8486
Si 1.4106 6.7584 4.7836
Si 6.8955 6.776 4.7661
Si 4.1284 9.5536 4.8032
Si 9.5843 9.5398 4.6207
Si 2.6853 -0.0937 6.1809
Si 8.2084 -0.1202 5.9503
Si -0.048 2.6285 6.2203
Si 5.3536 2.5494 6.397
Si 2.6914 5.3386 6.2371
Si 8.1224 5.3447 6.2525
Si -0.1139 8.1095 5.9326
Si 5.5372 8.1504 6.0885
Si 3.6972 1.283 7.8345
Si 9.6871 0.9332 7.3936
Si 1.559 3.6661 7.5923
Si 6.4439 4.2586 7.6328
Si 4.3433 6.6052 7.3488
Si 9.3607 6.999 7.3786
Si 0.9632 9.6692 7.2493
Si 7.1899 9.2718 7.3758
O 1.404 4.1889 24.8141
O 6.8518 9.6436 24.8154
O 2.6629 2.5475 8.1518
O 8.2763 8.138 7.9298
O 5.3766 5.4725 7.9685
O -0.0518 -0.1064 7.8437
O 4.0941 6.9041 24.8565
O 9.5701 1.4528 24.7504
O 1.431 8.828 8.5697
O 0.7728 4.214 8.9334
O 8.7958 1.1875 8.7774
O 6.7887 10.224 8.6845
O 3.9679 0.487 9.3187
O 3.8903 7.6082 8.5545
O 6.8616 3.7316 9.1505
O 10.2896 6.4129 8.5841
O 3.2854 2.4892 24.0195
O 5.1642 0.5836 23.9774
O 7.8583 3.3406 23.8796
O 10.6057 6.0296 23.9908
O 8.7085 7.9203 24.031
O 2.3542 8.7232 24.003
O 5.839 5.0837 24.1054
O 0.4729 10.6397 23.9555
Si 3.7271 10.5153 10.6867
Si 0.9639 3.2508 12.6372
Si -2.4649 -1.9193 11.7222
Si 4.4598 1.7886 23.1347
Si -6.2348 -7.5547 17.2529
Si 3.3803 -11.0684 15.8775
Si 1.1978 9.4448 23.1117
Si 15.7868 8.4236 17.4379
Si -1.8823 3.2612 12.5803
Si -1.3038 4.3117 19.1031
Si 2.4239 0.5478 21.1212
Si 5.0044 12.9697 14.6527
Si 10.7692 18.1538 11.8068
Si 2.5349 0.8789 13.172
Si 7.7196 11.2079 9.622
Si 0.2266 6.0539 17.0469
Si 5.4383 -2.1519 12.5092
Si 2.5153 -2.9789 9.4153
Si 3.9031 3.5124 12.1883
Si 7.9521 6.0773 20.9819
Si 7.2794 -2.3888 19.2374
Si 10.4403 5.3877 14.1097
Si 2.3844 1.3573 18.2584
Si 9.7508 -2.1573 17.3872
Si 6.6271 2.9443 10.5484
Si -3.1127 1.4393 14.5918
Si 0.1087 1.9985 20.0837
Si 8.9134 0.0009 19.1769
Si 6.6013 4.0663 23.1066
Si 9.903 7.2412 23.1586
Si 7.6643 2.3624 17.5727
Si 11.4047 5.7018 9.5442
Si 6.429 7.7913 14.926
Si 4.54 -4.6662 13.7162
Si 3.3715 6.1041 16.7087
Si 8.7946 -1.4712 14.6626
O 5.9319 7.7306 16.4534
O 5.7457 -2.0359 18.7153
O 7.8658 2.2952 15.9637
O -1.7451 -1.3561 13.1022
O 6.9229 -2.4521 11.9114
O 14.6248 7.3344 17.7422
O 1.1983 1.6437 21.2437
O 3.8745 13.0649 13.3565
O -2.0125 1.9066 13.5072
O -0.1081 5.6853 11.0546
O 6.1582 2.9606 17.8747
O 8.5159 5.3018 19.6868
O -3.0425 -0.1298 14.969
O -0.6148 5.6004 15.7259
O -0.0668 7.6055 17.4831
O -0.4295 3.0513 11.8142
O 7.1231 -3.5917 20.343
O 10.7714 5.1154 18.2997
O 3.7651 1.1171 21.8289
O -8.5923 3.4891 11.7254
O 7.8888 0.8917 18.2463
O 10.3978 14.4147 20.2879
O 3.6513 6.4134 15.0997
O 0.9167 1.9826 18.6329
O 1.7972 -5.1583 16.7811
O 6.7173 12.272 10.3569
O 7.7795 14.3802 11.5896
O 9.2881 -3.2051 11.2346
O 12.0039 19.0887 11.4796
O 0.817 4.4151 13.7665
O -0.3776 -4.1071 13.3975
O 3.1908 9.0338 10.4477
O 1.9305 6.4338 9.5484
O 5.0778 14.1503 11.1325
O 4.7006 0.7894 15.6191
O 2.7883 0.3786 19.5186
O 4.2364 4.8106 13.0602
O 9.2226 6.6233 21.8284
O 5.6473 9.0231 14.1364
O -1.1404 0.9388 20.1634
O 7.0749 4.9977 21.8458
O -2.9319 -2.882 14.8754
O 1.9156 -0.8587 21.7822
O -0.9009 -0.846 18.3257
O 2.2542 0.5367 16.8436
O 2.748 -0.2243 14.3435
O 5.561 2.8919 22.6287
O 8.8453 -7.6214 18.1001
O 3.5477 2.4796 17.9723
O -1.0421 -1.5713 15.8533
O 2.6914 0.457 11.6428
O 1.2578 1.8169 13.4264
O -6.945 -1.388 16.6396
O 6.3866 12.7722 13.8735
O 4.7952 -7.6228 15.5913
O 0.0767 8.3392 22.6858
O 7.9358 -1.0621 19.9622
O 4.4301 -3.4923 12.5452
O -2.6455 -2.7316 17.9574
O 4.9523 10.1695 11.7621
O 9.1224 4.5595 13.5738
O 8.4946 -0.635 10.7157
O 4.2834 -6.0038 17.4049
O 6.1032 -4.5879 14.2154

Results
free energy: -133959.913 eV
free energy less fixed offsets of O -568.88, Si -635.61 eV per atom: 2.047 eV

Forces (eV/angstrom), in the order of the atoms: element, x, y, z
Si 0.0032 -0.0026 0.0058
Si -0.0043 0.0069 0.0173
Si 0.0012 0.0005 0.0031
Si -0.0064 0.0092 0.0161
Si -0.0055 0.0089 0.0213
Si 0.0026 -0.0009 -0.0104
Si -0.0067 0.0081 0.0198
Si 0.0004 -0.0003 0.0054
Si 0.0017 -0.0019 -0.002
Si -0.0008 0.0011 -0.0106
Si 0.005 -0.0052 -0.0037
Si 0.002 -0.0001 -0.007
Si -0.001 0.0001 -0.009
Si 0.0029 -0.0014 -0.0035
Si -0.0003 -0.0014 -0.0088
Si 0.0041 -0.0048 -0.0034
Si -0.0036 -0.0003 0.0016
Si -0.0022 0.0012 0.0037
Si -0.0029 0.0015 -0.0007
Si -0.0038 0.0007 0.003
Si -0.0028 0.0027 0.0047
Si -0.0021 -0.0019 0.0024
Si -0.0022 -0.0005 0.002
Si -0.0048 -0.0004 0.0025
Si -0.0224 0.0347 -0.2196
Si 0.0445 0.1638 0.2228
Si -0.1741 0.0314 0.2967
Si 0.0492 0.0909 -0.1916
Si 0.0382 0.2054 0.3284
Si -0.0264 0.0751 -0.2224
Si 0.0085 0.1186 -0.2133
Si 0.0051 0.1882 0.1986
Si 0.0237 0.0455 -0.0254
Si 0.0704 -0.0535 0
Si 0.0122 0.0419 -0.0135
Si 0.1026 -0.0048 -0.0027
Si 0.0608 -0.046 0.0063
Si 0.016 0.0565 -0.0212
Si 0.0944 -0.0104 -0.0072
Si 0.0138 0.0288 -0.0232
Si -0.0273 -0.0529 -0.0076
Si -0.0523 0.0339 -0.022
Si 0.007 -0.0034 -0.0112
Si -0.0693 0.045 -0.0178
Si -0.0365 0.058 -0.0316
Si 0.0063 -0.0009 -0.0061
Si -0.0743 0.0198 -0.0236
Si 0.0184 -0.0116 -0.0122
Si 0.0681 -0.0436 0.018
Si 0.0125 -0.0254 0.0237
Si 0.008 0.0291 0.002
Si 0.0226 -0.0199 0.0384
Si -0.0123 0.0086 0.0149
Si 0.07 -0.023 0.0186
Si 0.0434 -0.0677 0.0275
Si 0.0136 0.0315 0.0014
Si -0.0794 -0.0453 0.0098
Si 0.02 -0.0407 0.0212
Si -0.0657 -0.0508 0.0376
Si -0.0517 0.0333 0.0111
Si -0.0617 -0.0086 0.0417
Si -0.1035 0.0436 -0.0362
Si -0.0583 0.0788 -0.0185
Si -0.069 -0.115 0.0175
Si 0.4593 0.2256 -0.589
Si -0.1 0.1247 0.0995
Si 0.0154 -0.0764 0.125
Si -0.1411 0.0363 0.4094
Si -0.0951 -0.265 0.1637
Si -0.0315 -0.3925 0.2852
Si 0.141 -0.1432 0.1994
Si -0.2001 -0.523 -0.8406
Si -0.0026 0.0067 -0.0036
Si -0.0019 0.0024 -0.0034
Si -0.0077 -0.0072 -0.0007
Si 0.0123 0.0069 -0.0114
Si -0.005 -0.0056 -0.0004
Si 0.0084 0.0154 -0.0065
Si 0.0092 0.0082 -0.0078
Si -0.0121 0.01 -0.0058
Si -0.0041 -0.0212 -0.0064
Si 0.0082 0.0074 0.0127
Si 0.004 0.0044 0.0057
Si 0.0164 -0.0185 -0.0017
Si -0.0021 -0.0101 0.0082
Si -0.005 -0.008 -0.0003
Si 0.0213 -0.0089 0.0227
Si -0.0067 0.0053 0.0301
Si -0.0128 0.0147 0.0578
Si 0.0002 -0.016 0.0044
Si -0.0101 0.0323 -0.029
Si -0.0063 0.0081 -0.0155
Si -0.0858 0.0983 0.065
Si 0.0046 0.0151 0.0089
Si 0.1853 -0.3107 0.5267
Si -0.0239 0.0034 -0.0266
O 0.0077 -0.009 -0.0042
O 0.0065 -0.0055 -0.0012
O -0.0087 0.0066 -0.0096
O 0.0107 -0.0178 0.0003
O 0.0483 -0.0556 0.0075
O 0.041 -0.028 -0.0727
O 0.01 -0.0105 -0.0054
O 0.0064 -0.0062 -0.0042
O 0.1532 0.1508 -0.3544
O -0.0516 -0.0366 0.0594
O -0.0143 -0.0019 0.0102
O 0.0024 -0.0028 0.0032
O 0.0187 0.0436 -0.0388
O -0.1768 0.0864 0.0082
O 0.0052 -0.0013 0.0334
O -0.0458 0.001 -0.0225
O 0.0036 -0.0019 -0.0083
O -0.0034 0.0051 -0.0168
O -0.0072 0.0052 -0.0158
O -0.0057 0.007 -0.0191
O 0.0043 -0.0043 -0.0158
O -0.0045 0.0042 -0.0165
O 0.0055 -0.0081 -0.0051
O 0.002 -0.0026 -0.0133
Si -0.0712 -0.3067 -0.0975
Si 0.0164 -0.0243 -0.0173
Si -0.1794 0.0798 -0.0838
Si 0.0009 0.0003 0.0314
Si 0.0041 -0.0002 0.0095
Si 0.0048 0.0015 0.0097
Si 0 -0.0038 0.0308
Si 0.0146 0.0046 0.0076
Si 0.0309 0.0597 -0.0315
Si 0.0048 0.0118 -0.0062
Si 0.0054 -0.004 0.0303
Si -0.0131 -0.0092 -0.0111
Si 0.9462 0.5322 -0.9058
Si 0.0596 0.0507 0.0596
Si 0.0123 0.0133 -0.0559
Si -0.0223 -0.0071 0.0237
Si -0.045 0.0514 -0.0977
Si -0.6448 0.3074 0.7067
Si -0.0173 -0.0088 0.0115
Si 0.0042 -0.0059 0.0316
Si -0.0003 -0.0088 0.0142
Si 0.0096 -0.0234 0.0574
Si 0.0027 -0.0002 0.0158
Si -0.0111 0.0098 0.0255
Si 0.0116 -0.0046 -0.024
Si 0.0065 0.037 0.0058
Si -0.0005 0.0018 0.015
Si -0.0031 0.0087 0.0165
Si -0.0023 0.0054 0.0324
Si 0.0016 -0.0041 0.0365
Si 0.0014 0.0029 0.0032
Si 0.2317 0.1408 -0.1455
Si -0.0034 0.0096 -0.0079
Si 0.019 -0.0085 -0.0217
Si 0.0154 -0.0093 0.0223
Si -0.0082 0.0113 0.0079
O -0.0045 0.0023 0.0015
O -0.0021 0.0009 -0.0105
O -0.0034 -0.0276 -0.0332
O 0.073 0.015 0.0988
O 0.0287 0.004 0.0101
O -0.005 -0.0068 -0.0042
O -0.0056 0.0039 -0.0124
O -0.0124 -0.0026 0.0148
O -0.007 0.0201 0.0124
O 0.0647 0.0768 0.1794
O 0.0055 -0.003 0.001
O 0.0184 -0.0107 -0.0179
O -0.0058 0.0069 0.0083
O 0.044 0.0528 -0.1523
O 0.013 -0.0375 -0.0109
O -0.0772 0.0029 0.0576
O 0.0013 0.0031 -0.0145
O -0.0265 0.0057 -0.0232
O -0.0064 -0.0035 -0.0175
O 0.0041 0.004 0.0036
O 0.0019 0.0018 -0.0075
O 0.001 -0.005 -0.0253
O -0.0153 0.0024 0.0103
O 0.0003 0.0006 -0.0014
O -0.0016 0.0012 -0.0032
O -0.0014 0.0117 0.0125
O 0.0267 -0.0018 0.0383
O 0.117 0.0529 0.0157
O -0.7651 -0.6038 -0.0331
O -0.0768 0.1139 0.0163
O -0.0159 -0.3028 0.6264
O 0.15 -0.0008 -0.3925
O 0.0895 -0.0603 -0.2071
O 0.0125 0.0004 0.0002
O 0.0057 0.0043 -0.0083
O 0.0012 0.0039 -0.0182
O -0.0012 -0.0006 0.0017
O -0.0106 -0.0072 -0.025
O 0.0058 -0.0049 0.0281
O 0.0041 0.0051 -0.0091
O 0.0039 0.0079 -0.0117
O 0.0038 -0.0086 0.0019
O 0.0038 0.0088 -0.0168
O 0.0054 -0.0006 -0.0051
O 0.0109 -0.005 -0.0093
O -0.0146 -0.0189 0.0178
O 0.0008 0.0037 -0.012
O 0.0185 0.0236 0.0192
O -0.0036 -0.0035 -0.0061
O 0.002 0.0086 -0.0333
O -0.0121 -0.027 -0.0815
O -0.0334 0.0248 0.0228
O -0.0019 0.009 -0.0034
O 0.0166 0.0079 0.0073
O 0.002 0.0093 -0.006
O 0 0.0025 -0.0128
O 0.006 0.0097 -0.0025
O -0.0219 -0.0151 0.039
O 0.0054 0.001 -0.0048
O -0.0255 0.0099 0.0309
O 0.0389 -0.053 -0.0271
O 0.0201 -0.0364 0.0453
O -0.0095 0.0124 -0.0065
O 0.0167 -0.0001 0.0138

The program warned: the cutoff lies below the one the program advises for these potential files; the exchange-correlation potential is rough where the density is thin.
